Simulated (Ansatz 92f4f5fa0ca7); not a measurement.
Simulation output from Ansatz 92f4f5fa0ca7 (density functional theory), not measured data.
Periodic cell of 186 atoms, Si104O82, from a study of silicon, its oxide and their interface. The atomic structure is a simulated model.

Settings: functional r2SCAN; potential files Ansatz norm-conserving; basis plane waves; wave-function cutoff 1300 eV; density cutoff ratio 4; exchange-correlation grid ratio 1; k mesh 2 x 2 x 1, shifted by 0.5 0.5 0.5 of a step; self-consistency stop 5e-08 eV per atom in the density residual; occupations Fermi-Dirac, 0.05 eV; spin none; net charge 0.

Cell vectors (angstrom)
a, 11.5403, 0, 0
b, 0, 11.5403, 0
c, -3.4561, -2.8841, 24.1086

Atoms and the computed forces on them: element, x, y, z (angstrom), force x, y, z (eV/angstrom)
Si, 1.0916, 4.3269, 0.4057, -0.2451, -0.2147, -0.602
Si, 0.9191, 9.6642, 0.2145, -0.3159, 0.3446, -0.6179
Si, 1.0737, 12.7707, 0.713, -0.1871, 0.0429, -0.7314
Si, 4.643, 4.5603, 0.1982, -0.1891, -0.1091, -0.0497
Si, 5.2068, 8.8972, 0.2215, -0.0253, -0.2077, -0.1105
Si, 4.989, 12.9256, 0.1437, -0.1858, 0.3639, -0.0268
Si, 8.7481, 4.9012, 0.7459, 0.0982, -0.0177, -0.7589
Si, 8.9238, 7.951, 0.3235, 0.1396, -0.0873, -0.8079
Si, 8.8882, 13.3826, 0.4891, 0.1414, 0.1913, -0.6554
Si, 2.9378, 4.8257, 1.7951, -0.0141, -0.0092, -0.3132
Si, 3.023, 8.9191, 1.36, 0.0678, 0.149, -0.1595
Si, 3.1319, 12.6312, 1.7249, 0.2988, 0.2142, -0.3837
Si, 6.6411, 4.9643, 1.7175, -0.0991, -0.1531, -0.3887
Si, 6.9932, 8.5478, 1.647, 0.118, 0.1064, -0.0882
Si, 6.8795, 12.6621, 1.595, 0.0872, 0.0802, -0.2233
Si, 10.7807, 4.9309, 1.8386, 0.1606, -0.1972, -0.3262
Si, 10.7402, 8.8247, 1.6638, -0.1224, -0.0205, 0.0038
Si, 10.6644, 12.7767, 1.9351, -0.148, 0.0433, -0.2083
Si, 2.9775, 6.9433, 2.8827, 0.0806, 0.0714, -0.2353
Si, 3.0656, 10.6813, 2.9814, -0.1106, 0.0838, 0.162
Si, 3.0621, 2.9597, 3.1708, 0.1157, -0.2597, 0.1625
Si, 6.8108, 6.8161, 3.1405, -0.0238, 0.0946, 0.0884
Si, 6.9454, 10.6207, 2.9159, -0.164, 0.0317, -0.211
Si, 6.7891, 3.0025, 3.0585, -0.2364, -0.1096, -0.047
Si, 10.8263, 6.9282, 3.0618, 0.1196, 0.1067, 0.2119
Si, 10.6042, 10.7202, 3.0708, -0.1391, -0.023, 0.0971
Si, 10.7345, 3.095, 3.257, 0.1526, -0.0147, 0.4265
Si, 1.1808, 6.919, 4.4137, -0.2452, -0.0152, 0.046
Si, 1.075, 10.7357, 4.3517, 0.0424, -0.1592, -0.0979
Si, 1.136, 2.9913, 4.5362, -0.1281, 0.0946, -0.1447
Si, 4.8424, 6.8999, 4.4015, 0.0733, -0.0143, 0.0608
Si, 4.998, 10.6724, 4.3448, -0.0229, -0.0653, -0.03
Si, 4.9554, 2.9636, 4.5339, 0.0294, 0.1441, -0.0736
Si, 8.8202, 6.9008, 4.3936, 0.0075, 0.0197, -0.0321
Si, 8.7268, 10.7063, 4.4408, 0.2254, -0.0018, 0.0476
Si, 8.7224, 3.0519, 4.4393, 0.0411, 0.094, -0.0593
Si, 1.1506, 4.9776, 5.7536, 0.2431, 0.096, 0.2283
Si, 1.1173, 8.8413, 5.7774, -0.137, 0.1421, -0.0976
Si, 0.9901, 12.5941, 5.8183, -0.0113, 0.0037, 0.084
Si, 4.94, 4.9567, 5.7762, -0.1893, 0.0121, 0.2868
Si, 4.8054, 8.8136, 5.8017, 0.0341, 0.0685, -0.0849
Si, 5.003, 12.5464, 5.833, -0.0543, -0.099, -0.074
Si, 8.7698, 4.9924, 5.7265, -0.0406, -0.1876, 0.3565
Si, 8.7977, 8.8111, 5.831, -0.0021, 0.0867, 0.0591
Si, 8.7048, 12.6438, 5.7647, 0.0318, -0.048, -0.0373
Si, 3.0277, 4.9796, 7.182, 0.1548, -0.0105, -0.3397
Si, 2.8963, 8.8182, 7.3, 0.0621, -0.1896, 0.2026
Si, 2.9758, 12.4694, 7.0338, -0.0597, 0.0437, -0.1784
Si, 6.8909, 4.9244, 7.1563, 0.1289, 0.1023, -0.4886
Si, 6.7669, 8.8908, 7.0523, -0.0217, -0.1487, -0.0796
Si, 6.9325, 12.6255, 7.2725, 0.0516, 0.3569, 0.1348
Si, 10.7168, 5.0048, 7.0345, -0.1308, 0.0102, -0.3864
Si, 10.8012, 8.8927, 7.217, 0.0162, 0.0073, 0.0186
Si, 10.5369, 12.6544, 7.2146, 0.0195, 0.0439, -0.0119
Si, 3.0016, 6.8469, 8.7045, 0.3413, -0.0205, 0.4325
Si, 2.7449, 10.7823, 8.6187, -0.057, 0.1386, 0.2305
Si, 3.0646, 2.8646, 8.239, 0.2207, 0.1126, 0.2844
Si, 6.9234, 6.967, 8.2857, -0.1587, -0.1002, 0.199
Si, 6.7764, 10.6853, 8.5714, -0.011, -0.0502, 0.2708
Si, 7.0364, 3.064, 8.6832, -0.0484, -0.0023, 0.4492
Si, 10.8707, 6.8598, 8.4384, 0.0848, -0.1104, 0.1225
Si, 10.5909, 10.8058, 8.7193, -0.1275, -0.1612, -0.0325
Si, 10.6067, 3.1593, 8.4546, -0.1463, 0.1158, 0.1871
Si, 1.0857, 6.0184, 9.8936, -0.031, -0.0641, 0.6778
Si, 0.8681, 11.4816, 10.1291, -0.2401, 0.2742, 0.627
Si, 1.127, 2.9476, 9.4391, 0.0701, -0.0354, 0.6596
Si, 5.2178, 6.3321, 9.7358, -0.2515, 0.0318, 0.0036
Si, 4.7221, 10.9795, 9.758, -0.1427, -0.5159, 0.3016
Si, 4.8997, 3.2601, 9.7081, 0.1643, 0.1513, -0.2677
Si, 8.8464, 7.0529, 9.5275, -0.0002, 0.2401, 0.6377
Si, 8.6318, 10.1571, 9.9805, 0.0634, -0.2988, 0.7082
Si, 8.9692, 3.9518, 10.1198, 0.1118, -0.0356, 0.5611
Si, 8.7294, 3.9717, 13.1669, -0.0943, 0.0143, 0.4455
Si, 7.4555, 11.4143, 12.5999, 0.1361, 0.0033, 0.4253
Si, 11.054, 8.5734, 14.4442, -0.1628, -0.1542, 0.1755
Si, 8.5138, 6.7172, 14.3132, 0.0442, 0.092, 0.0794
Si, 6.6095, 6.8025, 16.9571, 0.0737, 0.0153, -0.0002
Si, 2.7927, 1.6216, 14.1397, -0.1435, 0.1453, 0.181
Si, 5.0005, -2.0022, 12.3835, 0.0319, -0.0463, 0.1716
Si, 9.4063, 1.2355, 14.4301, 0.023, 0.0554, 0.2758
Si, 0.2867, 11.4007, 13.2146, -0.0154, 0.1383, 0.4174
Si, 6.4236, 5.6949, 12.6612, -0.0931, 0.0199, 0.4324
Si, 5.3745, 9.742, 17.3218, 0.2906, 0.2532, -0.0953
Si, 10.6199, 0.4723, 17.1828, -0.0645, 0.0203, -0.0764
Si, 4.235, 6.9985, 13.5386, -0.1456, -0.2332, 0.3655
Si, 6.9844, 10.484, 19.5393, 0.0228, 0.1152, -0.1096
Si, 3.8962, 9.5195, 14.9628, 0.0072, 0.0871, 0.0679
Si, 1.7301, 2.1545, 16.7916, 0.0192, -0.042, 0.1105
Si, 3.5763, 5.8912, 16.8775, 0.0119, -0.1009, -0.0942
Si, 1.2051, 6.497, 12.9313, 0.0113, 0.0568, 0.3015
Si, 2.0174, 4.0538, 18.9075, -0.0402, -0.0719, -0.1633
Si, 5.5212, 9.0347, 21.8162, 0.179, 0.1101, -0.2665
Si, 1.4822, 5.5115, 21.4198, -0.1319, -0.0859, -0.4112
Si, 2.6168, 8.883, 17.3068, -0.1987, -0.0182, 0.1233
Si, -0.2297, 9.0018, 17.3448, -0.1116, -0.0879, 0.0302
Si, 6.9502, 6.302, 22.0823, 0.0241, -0.2027, -0.3542
Si, 10.8356, 4.4568, 19.9383, -0.2333, 0.1886, -0.3222
Si, 9.3437, 8.6413, 19.4888, -0.0187, -0.119, -0.1613
Si, -0.8809, 2.0877, 22.0502, 0.029, 0.0342, -0.1661
Si, 2.5107, 8.1555, 22.3187, 0.0118, 0.0517, -0.2031
Si, -3.2874, 5.9573, 19.5982, 0.0863, -0.1532, -0.066
Si, 1.8474, 4.3071, 14.8139, -0.0356, 0.048, 0.0414
Si, -1.8694, 11.5034, 20.0907, -0.1527, 0.0221, -0.1444
Si, 5.0523, 1.6495, 11.9966, 0.0815, -0.0404, 0.4229
O, -3.5203, 11.6072, 20.1109, 0.2986, -0.2961, -0.0505
O, 1.0251, 2.7139, -0.1098, 0.0911, 0.1088, 0.6831
O, -1.4204, 12.2594, 18.7069, 0.0105, -0.2293, 0.1134
O, 0.2684, 9.0731, -1.1923, 0.1036, 0.1835, 0.3033
O, -4.094, 6.274, 18.2394, -0.0113, 0.08, 0.1484
O, 9.4131, 4.865, 19.2872, 0.1418, 0.1127, 0.2856
O, 8.8832, 2.7442, 14.2035, 0.0678, 0.0551, -0.4041
O, 5.0793, 7.941, -1.1339, 0.0401, 0.4711, 0.3487
O, 5.9003, 10.311, -0.3201, -0.1004, -0.3438, -0.2111
O, 1.5799, 9.4564, 22.6722, 0.1957, -0.116, 0.5729
O, 4.9427, 14.5352, -0.1229, -0.0103, 0.0881, 0.0355
O, 2.8236, 7.2958, 17.1436, 0.0919, 0.1076, 0.0044
O, 8.8861, 6.3287, -0.1394, -0.0803, 0.3646, 0.7837
O, 0.9725, 11.3191, -0.1485, 0.0929, -0.459, 0.6165
O, -0.0793, 5.5734, 20.9511, 0.2306, -0.2831, 0.0105
O, 8.8, 3.4343, -0.0829, -0.0288, -0.3103, 0.7854
O, -0.9141, 3.128, 20.8222, 0.0367, -0.1132, 0.2406
O, 2.2792, 4.4075, 20.4932, -0.28, 0.1814, -0.0026
O, 5.2063, 5.9574, 16.8402, -0.0461, 0.2122, 0.0357
O, 0.6736, 6.4844, 11.4147, 0.135, -0.0868, -0.3804
O, -0.0416, 8.2077, 15.9597, -0.0118, 0.23, -0.0348
O, 10.7367, 1.0378, 13.5111, 0.015, -0.2068, -0.0809
O, 8.287, 11.6877, 13.966, -0.0592, 0.0359, -0.4205
O, 6.4235, 10.1784, 12.807, -0.156, 0.1401, -0.228
O, 5.9068, 5.9306, 11.1663, -0.027, 0.2425, -0.2834
O, 4.5683, 0.7741, 10.7038, 0.1152, -0.1755, 0.018
O, 1.7052, 12.0355, 13.7131, -0.0443, 0.0139, -0.1012
O, 1.2209, 9.173, 18.0751, 0.0123, -0.062, -0.2877
O, 4.6244, -1.792, 10.8453, 0.1467, 0.3367, -0.1343
O, 7.6385, 6.6449, 15.696, -0.0638, 0.0112, -0.0953
O, 9.5337, 7.9875, 14.29, 0.1572, -0.0934, -0.0456
O, 8.8101, 5.6037, 10.3655, -0.0241, -0.3822, -0.2418
O, 7.4473, 6.893, 13.1008, -0.0135, -0.3497, -0.1128
O, -0.3047, 10.1473, 14.0908, 0.14, 0.1105, -0.2492
O, 5.0816, 10.2686, 15.7986, -0.3533, -0.3326, 0.1073
O, 5.1475, 5.6775, 13.6908, 0.1547, 0.381, -0.4361
O, 2.2865, 2.5541, 18.2829, -0.1725, 0.299, -0.1429
O, 7.151, 4.2668, 12.8838, 0.1538, 0.1959, -0.192
O, 4.8587, 3.1424, 11.3799, 0.0454, -0.1795, -0.4692
O, 0.4806, 10.932, 11.6614, 0.289, 0.1701, -0.4686
O, 2.3864, 3.1654, 13.7817, 0.0117, -0.1791, 0.2492
O, 8.7536, 8.5177, 10.3967, 0.0599, 0.152, -0.7293
O, 2.811, 6.6399, 12.902, 0.0352, 0.0279, 0.029
O, -1.2585, 8.1586, 18.2553, -0.0197, 0.2745, 0.1038
O, 9.3023, 5.3069, 13.9701, -0.2646, -0.1133, -0.3713
O, 7.8895, 9.2158, 19.0724, 0.0875, 0.1664, 0.227
O, 1.0504, 1.5836, 10.4156, -0.0792, -0.3396, -0.5549
O, 8.4818, 11.0333, 11.3926, -0.03, -0.2779, -0.4614
O, 5.8635, 10.1148, 20.6504, 0.117, -0.2936, 0.1603
O, 6.5263, 7.7905, 21.5936, -0.0645, -0.0262, 0.1813
O, 0.8578, 5.2512, 13.9337, 0.2082, 0.1237, -0.1811
O, 0.5629, 7.8424, 13.4981, 0.0203, -0.1285, -0.042
O, 1.2936, 4.392, 10.2398, -0.1964, 0.3702, -0.4563
O, 6.1803, 10.8722, 18.1696, 0.011, -0.4165, 0.1478
O, 1.1242, 3.4962, 16.0402, 0.2909, -0.1387, -0.1009
O, 9.3394, 3.521, 11.7058, -0.1833, 0.1593, -0.5957
O, 2.5235, 9.6249, 15.829, 0.4035, -0.1593, 0.0423
O, 5.0102, 7.9432, 12.479, -0.084, 0.122, 0.1191
O, 10.0931, 9.9086, 20.1971, -0.2506, 0.1888, -0.1502
O, 1.3518, 5.2077, -0.9898, 0.137, -0.3629, 0.3543
O, 6.6014, 12.7673, 12.2742, -0.2058, -0.0256, -0.1656
O, 0.3909, 4.2753, 18.7334, 0.2081, -0.0218, 0.3289
O, 4.1925, 1.3811, 13.3534, 0.1919, 0.067, -0.4653
O, 10.6321, -1.1261, 16.9896, 0.1482, 0.0119, 0.1041
O, 3.9585, 8.6143, 21.7677, -0.1371, -0.0483, 0.2724
O, -4.3372, 5.4231, 20.7266, 0.1413, 0.3925, 0.2397
O, 3.8495, -1.4666, 13.441, 0.3352, -0.2696, -0.1012
O, 3.0264, 5.2301, 15.4816, -0.1278, -0.0477, 0.0279
O, 2.8984, 1.5624, 15.7898, -0.2627, 0.1278, -0.1741
O, 3.9288, 9.4886, 18.0599, 0.0168, -0.1264, -0.2942
O, -1.1267, 0.6424, 21.3435, -0.0029, 0.2071, 0.1111
O, 9.6529, 1.0823, 16.0329, 0.2016, -0.1286, -0.1
O, 3.0654, 4.9805, 18.1074, -0.1525, -0.0285, -0.0015
O, 4.2057, 7.9012, 14.8936, -0.1201, 0.1033, -0.3879
O, 4.787, 4.8303, 9.2768, -0.1431, -0.0876, 0.5149
O, 9.2822, 12.5256, -0.8413, -0.189, 0.1096, 0.1146
O, -2.5144, 7.2555, 20.2546, -0.1495, -0.004, -0.1309
O, 1.9924, 7.0531, 21.2399, 0.0591, 0.0247, 0.3457
O, 0.5676, 1.0586, 16.978, 0.0152, 0.0634, -0.0255
O, 9.1365, 8.6699, -1.1515, 0.0007, -0.0909, 0.2916
O, 0.5505, 2.213, 22.8497, 0.0643, -0.1702, 0.4122
O, 6.2009, 8.3585, 17.1543, -0.1579, 0.0109, 0.0894

Results
free energy: -50297.991 eV
free energy less fixed offsets of O -463.61, Si -117.95 eV per atom: -15.171 eV
pressure: -1.65 GPa
stress xx, yy, zz, yz, xz, xy (GPa, positive in tension): 1.16, 1.84, 1.97, 0.27, -0.4, 0.39
